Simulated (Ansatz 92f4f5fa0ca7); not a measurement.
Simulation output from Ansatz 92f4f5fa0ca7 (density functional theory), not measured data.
Periodic cell of 189 atoms, Si117O72, from a study of silicon, its oxide and their interface. The atomic structure is a simulated model.

Settings
functional: r2SCAN
potential files: Ansatz norm-conserving
basis: plane waves
wave-function cutoff: 1300 eV
density cutoff ratio: 4
exchange-correlation grid ratio: 1
k mesh: 2 x 2 x 1, shifted by 0.5 0.5 0.5 of a step
self-consistency stop: 5e-08 eV per atom in the density residual
occupations: Fermi-Dirac, 0.05 eV
spin: none
net charge: 0

Cell vectors (angstrom)
a 11.5403 0 0
b 0 11.5403 0
c 2.4736 2.6993 26.3491

Atoms: element, x, y, z (angstrom)
Si -2.7171 2.0766 -0.4496
Si -2.7481 5.1412 0.2288
Si 9.0074 8.1783 -0.1173
Si 1.0071 0.564 -0.2068
Si 1.1121 5.9293 -0.1262
Si 1.1367 8.9852 0.2344
Si 4.9885 1.7607 -0.5786
Si 4.9937 4.8944 0.0581
Si 5.2062 7.9846 -0.2527
Si -0.9209 1.2094 0.9899
Si -0.7095 5.1456 1.2873
Si -0.839 8.8256 1.407
Si 3.0492 1.1898 0.874
Si 2.9683 5.1117 1.1919
Si 3.249 8.8256 1.1363
Si 6.8757 1.3138 0.8306
Si 6.8404 4.9984 1.4591
Si 6.9856 8.6865 1.1194
Si -0.7854 3.0776 2.4539
Si -0.8248 6.953 2.7415
Si -1.0037 10.8804 2.4823
Si 2.8876 3.0585 2.3936
Si 3.0403 6.9869 2.5911
Si 3.1349 10.8488 2.3647
Si 6.8176 2.9728 2.5255
Si 6.8545 6.966 2.6895
Si 6.8499 10.8157 2.2494
Si 8.7737 3.0509 3.8283
Si 8.7567 6.9496 4.034
Si 8.6243 10.8308 3.8145
Si 1.0561 3.0366 3.8708
Si 1.1259 6.9949 3.992
Si 1.0669 10.8378 3.7133
Si 4.8202 3.0494 3.7968
Si 4.9048 6.9623 3.9912
Si 4.9874 10.8338 3.7744
Si 8.6595 1.1567 5.2312
Si 8.6849 4.9439 5.2203
Si 8.6863 8.963 5.2584
Si 1.0034 1.1112 5.2148
Si 1.0289 4.9782 5.2058
Si 1.0365 9.0025 5.221
Si 4.8367 1.1646 5.2069
Si 4.8427 4.9515 5.2004
Si 4.8707 8.9629 5.2338
Si -0.9535 12.6521 6.5741
Si -0.9239 4.9702 6.5291
Si -0.9138 8.9972 6.595
Si 2.9077 12.6787 6.5932
Si 2.9259 4.9416 6.5641
Si 2.9416 8.9992 6.6088
Si 6.7234 12.7145 6.609
Si 6.7468 4.9541 6.5603
Si 6.7594 8.9523 6.6269
Si -1.0416 3.0527 7.8865
Si -0.9427 6.9588 7.7675
Si -0.9887 10.8497 8.0979
Si 2.7909 3.0422 7.9682
Si 2.924 6.9428 7.7589
Si 2.9106 10.8704 8.1025
Si 6.6515 3.0824 7.9714
Si 6.7981 6.9291 7.83
Si 6.6278 10.85 8.0664
Si 8.5874 3.1232 9.2927
Si 8.7214 6.9467 9.1927
Si 8.5172 10.898 9.4285
Si 0.7947 3.0315 9.3183
Si 0.988 6.8854 9.0583
Si 0.9675 10.8996 9.4697
Si 4.6921 2.993 9.3526
Si 4.8341 6.9621 9.0928
Si 4.7528 10.9028 9.6039
Si 8.2292 12.9033 10.7708
Si 8.7188 5.0479 10.6196
Si 8.6849 8.8565 10.5988
Si 0.6441 12.8488 10.966
Si 0.8666 5.023 10.4898
Si 1.1087 8.7464 10.4015
Si 4.4608 12.9207 11.1515
Si 4.7699 5.0467 10.3866
Si 4.8631 8.7189 10.609
Si 9.9947 12.7738 12.2066
Si 10.6598 5.4197 12.0649
Si 10.7641 8.5527 11.6686
Si 2.3564 13.5882 12.4957
Si 2.8314 5.0362 11.6773
Si 2.9131 8.0801 11.7771
Si 6.3853 13.6937 12.3705
Si 6.6715 5.1953 11.6985
Si 6.7846 8.3004 11.9086
Si 3.3465 9.2053 14.5889
Si 3.441 3.9062 23.1989
Si 4.3026 8.3534 23.3061
Si 12.6879 7.3491 19.3762
Si 4.8573 12.8102 17.7708
Si 4.8692 11.31 20.4414
Si 10.0208 5.4347 15.0522
Si 6.4711 9.5545 14.7063
Si 5.7082 15.6268 21.3996
Si 8.7823 8.1423 15.5434
Si 3.2206 8.8933 20.6432
Si 6.6883 9.5239 22.0423
Si 14.2798 1.157 21.844
Si 9.5839 14.0917 14.9455
Si 8.09 14.5618 22.9067
Si -1.0712 10.357 13.9892
Si 13.1548 4.795 21.0354
Si 3.3803 2.8955 19.6014
Si 12.2184 12.666 15.1721
Si 13.395 8.3176 16.8537
Si 8.7312 -0.0734 23.2261
Si 6.8595 1.0861 15.3677
Si 2.5825 -0.3995 16.5735
Si -0.7595 7.2557 17.2127
Si 11.0637 3.5884 22.9569
Si 11.7007 12.028 23.3167
Si 5.4862 7.0497 21.1974
O 12.7192 6.2348 20.5133
O 9.4929 3.7956 22.6625
O 7.5302 15.0665 24.3721
O -2.7592 3.7397 -0.6733
O 13.0158 11.781 22.3495
O 11.4994 4.3424 24.318
O 4.8518 6.9468 22.6939
O 1.0632 7.539 -0.6245
O 5.9097 5.567 20.7365
O 4.2059 11.9748 21.7908
O 6.2123 10.5781 20.9138
O 5.134 6.3726 -0.7406
O 10.3264 11.2424 22.9169
O 3.7514 10.2489 19.9182
O 14.1104 1.6337 20.2783
O 5.0109 4.0747 22.8601
O 6.2898 1.5979 13.9349
O 14.3245 8.0249 15.5665
O 10.8837 5.0727 13.7104
O 9.628 11.3825 13.0478
O 2.7955 10.6567 15.0426
O 9.3082 7.9139 17.069
O 10.5408 7.0339 12.1865
O 9.798 13.9825 13.3289
O 2.8563 6.5324 12.4426
O 8.406 13.1275 15.5218
O 11.8366 8.1984 16.4034
O -0.0226 11.2348 14.8402
O 13.0925 12.3934 16.5311
O 9.088 6.746 14.7417
O 4.9227 9.197 14.7944
O 6.795 11.0069 15.3361
O 2.0765 9.838 17.4126
O 6.9181 9.3884 13.1553
O 5.3648 12.2819 19.2324
O 7.2056 8.4297 15.6239
O 11.3443 2.0387 23.2203
O 6.0306 13.1565 16.6912
O 3.868 2.5496 18.0825
O 11.037 13.7068 15.5869
O 6.5254 15.3529 12.6499
O 11.9858 11.668 24.8677
O 9.1837 4.0717 15.3736
O 11.2772 9.3738 13.0032
O 13.6533 7.221 18.0426
O 9.4894 9.4589 14.9098
O 2.8864 9.0759 13.0683
O 13.2092 13.1804 13.9742
O 1.6909 8.6831 20.1279
O 8.8075 6.5829 -0.6339
O 6.782 8.0598 21.2997
O -0.7144 5.8 16.4465
O 4.2996 7.6987 20.2524
O 11.8578 4.0248 21.6097
O 4.7471 14.7826 20.4097
O 11.1639 7.3019 18.7923
O 3.9995 11.5972 17.1608
O 8.0896 10.1406 22.5336
O 14.1952 4.9781 22.2635
O 7.1536 14.9681 21.6366
O 1.2033 5.249 -1.6239
O 5.0027 3.4486 -0.8679
O 2.3176 4.1142 19.7222
O 1.0394 -1.0866 -0.6126
O 6.6765 6.7022 12.4836
O 5.5928 9.3856 23.2655
O 3.1919 8.9832 22.2753
O 8.1907 11.5027 24.7611
O 8.2853 12.9508 22.7183
O 2.6916 15.2386 12.685
O 14.3934 2.4352 22.8227
O 0.7852 1.4535 -1.5798

Results
free energy: -47206.910 eV
free energy less fixed offsets of O -463.61, Si -117.95 eV per atom: -26.840 eV
pressure: -1.44 GPa
stress xx, yy, zz, yz, xz, xy (GPa, positive in tension): 0.35, 2.52, 1.46, 0.07, -1.84, 0.61

Forces (eV/angstrom), in the order of the atoms: element, x, y, z
Si 0.2622 0.2245 -0.6151
Si 0.0156 0.0472 -0.8371
Si 0.2236 -0.1884 -0.7881
Si 0.0293 -0.2662 -0.4278
Si 0.0517 -0.0931 -0.8506
Si 0.038 0.1015 -0.9116
Si -0.1747 0.1341 -0.2981
Si 0.0614 -0.0963 -0.7825
Si 0.2 0.0851 -0.5117
Si -0.0907 0.1146 -0.0372
Si 0.1424 0.1348 -0.1455
Si -0.293 -0.0393 -0.1913
Si 0.0249 0.0343 -0.2248
Si -0.3043 0.0454 -0.0917
Si 0.24 -0.2064 -0.3159
Si 0.0269 0.0863 -0.2248
Si 0.0272 0.0334 -0.1428
Si 0.0439 -0.1518 -0.1726
Si 0.044 -0.0681 0.0686
Si 0.0283 0.0103 0.4104
Si -0.0983 0.1268 0.1086
Si -0.0371 -0.0614 -0.1277
Si 0.1127 0.0714 0.2338
Si 0.0266 0.0521 0.0595
Si 0.0028 -0.0973 0.2704
Si 0.0608 0.0047 0.2825
Si -0.0682 0.0629 -0.2347
Si -0.0617 -0.0739 -0.1184
Si -0.0884 -0.0039 0.008
Si 0.2341 -0.0016 -0.0177
Si 0.0147 0.0178 -0.0062
Si -0.0233 -0.0993 0.0493
Si 0.0217 -0.0269 -0.2449
Si 0.1499 -0.0357 -0.0879
Si -0.1104 0.1755 0.0073
Si -0.1855 0.0634 -0.0185
Si 0.003 -0.0397 0.0362
Si 0.0577 -0.0605 0.0747
Si -0.0608 0.0683 0.0461
Si 0.0392 0.063 0.0289
Si 0.088 0.0036 0.0208
Si 0.0026 0.0167 0.0501
Si 0.006 0.061 0.0004
Si 0.0221 -0.0281 -0.0355
Si 0.0935 -0.0926 -0.0097
Si 0.0253 -0.0257 -0.0049
Si -0.0734 0.0021 -0.0336
Si -0.024 -0.0214 -0.0284
Si 0.0419 -0.0446 0.0026
Si -0.0115 -0.0305 -0.0526
Si -0.0914 0.0419 0.0097
Si 0.0483 0.1447 0.0057
Si -0.0422 0.0097 -0.0393
Si -0.0707 -0.0377 0.0792
Si 0.0166 -0.002 0.1246
Si -0.0811 -0.0684 0.0824
Si -0.0744 0.0919 0.105
Si 0.0775 -0.0387 0.1598
Si 0.0518 0.0095 -0.0051
Si -0.1215 0.1116 -0.0026
Si -0.0423 -0.1625 0.1403
Si -0.0876 0.0139 0.0235
Si 0.0742 0.0269 -0.0238
Si 0.0564 0.0447 -0.1402
Si 0.2083 0.1098 -0.0138
Si 0.0305 0.037 0.0714
Si 0.0218 -0.2034 -0.1695
Si -0.1408 0.0568 -0.252
Si 0.0568 0.1601 0.061
Si -0.0115 -0.0777 -0.192
Si 0.0624 -0.0178 -0.3185
Si -0.0232 -0.0154 0.249
Si -0.0625 -0.0508 0.2353
Si 0.2424 0.0363 0.2811
Si -0.0614 -0.0732 0.1393
Si -0.0696 -0.1086 0.1932
Si -0.0379 0.0956 0.2376
Si 0.0617 -0.1612 0.1526
Si 0.2567 0.1262 0.1043
Si -0.0776 0.0742 0.2476
Si -0.1039 -0.0611 0.2243
Si -0.2231 -0.0436 0.1755
Si -0.1066 0.237 0.8136
Si 0.1251 -0.1159 0.5019
Si -0.5089 0.5047 0.3378
Si 0.0908 0.1511 0.6908
Si 0.0128 0.0408 0.7661
Si -0.0269 0.1947 0.5358
Si -0.1197 0.1632 0.7803
Si 0.158 -0.2883 0.6514
Si -0.0334 -0.0615 0.1919
Si 0.0215 0.0497 -0.4218
Si -0.0109 0.0681 -0.2845
Si -0.0062 -0.0481 0.0807
Si -0.1318 0.0222 0.0317
Si 0.1254 -0.0621 -0.0842
Si -0.0983 0.0663 0.4133
Si -0.0866 -0.1901 0.5673
Si 0.0746 0.0814 -0.3736
Si -0.0835 -0.2337 0.5042
Si -0.1649 0.0981 -0.3017
Si 0.0551 0.0527 -0.2644
Si 0.0719 -0.2751 -0.2633
Si -0.0047 0.1793 0.576
Si 0.1132 -0.0293 -0.5617
Si 0.0719 -0.1307 0.294
Si -0.0629 0.1584 -0.368
Si -0.0738 -0.0181 -0.3201
Si 0.15 -0.056 0.6885
Si -0.0115 -0.0582 -0.0142
Si 0.0474 -0.173 -0.3676
Si 0.2785 -0.0518 0.4214
Si -0.0005 0.0499 0.5199
Si -0.068 0.0842 0.1347
Si -0.1046 -0.1745 -0.2985
Si -0.0751 -0.0699 -0.3265
Si 0.0942 -0.0619 -0.2782
O 0.1348 -0.1006 -0.028
O -0.0078 -0.1355 0.258
O -0.0125 0.4922 0.4607
O 0.0813 -0.4369 0.5556
O -0.0745 0.2442 0.289
O -0.1362 0.0154 0.4428
O 0.0138 0.3538 -0.0752
O -0.0694 -0.3721 0.6515
O -0.1891 -0.0557 0.296
O -0.2433 0.0963 -0.1486
O -0.1998 -0.1678 0.2224
O -0.1876 0.4159 0.4607
O -0.1072 0.1899 0.3472
O 0.1153 -0.0908 0.3519
O 0.1999 0.1714 0.2992
O -0.1697 -0.0817 0.0261
O 0.1273 0.145 -0.5794
O -0.0888 0.4862 -0.0974
O -0.1633 0.0638 -0.9756
O 0.2865 0.3149 -0.1642
O 0.0207 -0.114 0.0444
O 0.2719 -0.1325 -0.4701
O 0.1067 -0.031 -0.1663
O 0.0246 -0.3607 -0.3466
O -0.0567 0.2137 -0.7284
O -0.0271 0.0021 -0.3567
O 0.1371 -0.1187 0.1887
O -0.1439 0.0565 -0.2341
O 0.004 -0.2012 -0.5283
O 0.075 0.0801 0.0518
O 0.0481 0.0585 -0.2029
O -0.0306 0.064 -0.2712
O 0.0861 -0.0364 -0.4494
O -0.0415 -0.3498 -0.2032
O -0.2572 0.0366 -0.0622
O 0.0926 0.2984 -0.5328
O 0.0417 0.104 0.0516
O -0.0231 -0.1781 -0.266
O 0.1555 -0.2538 0.2606
O 0.0148 -0.1007 -0.429
O 0.1417 -0.3879 -0.577
O -0.2179 -0.2084 0.3633
O 0.2355 -0.0946 -0.4309
O -0.3853 0.0504 -0.1794
O -0.3539 0.2902 0.0399
O 0.0544 0.087 -0.2747
O -0.0008 -0.2573 -0.0316
O 0.3305 0.1182 -0.5671
O 0.2603 -0.2705 -0.0157
O 0.0631 0.2273 0.6959
O -0.3847 0.0628 0.2346
O -0.1929 0.2242 -0.2766
O -0.0123 0.0823 0.3508
O 0.0631 0.0268 0.356
O -0.0589 0.1246 0.1827
O 0.2992 -0.02 -0.2468
O -0.1169 0.0984 -0.1164
O -0.1248 0.2088 0.2283
O 0.0083 -0.2437 0.1607
O -0.0516 0.009 0.4458
O -0.0276 0.1952 0.3852
O -0.0755 -0.1106 0.6449
O 0.115 -0.089 0.402
O 0.0019 0.2579 0.6538
O 0.1013 0.1756 -0.6886
O -0.0629 -0.2124 -0.0095
O 0.3122 -0.1711 0.0562
O -0.1567 -0.3388 0.1413
O 0.0348 0.0787 0.2769
O -0.0442 -0.5284 -0.5562
O 0.0655 0.2207 0.0895
O 0.0594 -0.3529 0.2319
